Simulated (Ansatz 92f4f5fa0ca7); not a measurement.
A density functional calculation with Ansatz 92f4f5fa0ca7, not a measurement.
Periodic cell of 357 atoms, Si241O116, from a study of silicon, its oxide and their interface. The atomic structure is a simulated model.
Doubt: the cutoff is far below the 930 eV that the study's wrapper takes by default for these files, so forces and energies are approximate.

Settings: functional PBE; potential files Ansatz PAW; basis plane waves; wave-function cutoff 580 eV; density cutoff ratio 5; exchange-correlation grid ratio 1; k mesh 1 x 1 x 1, Gamma-centred; self-consistency stop 5e-08 eV per atom in the density residual; occupations fixed; spin none; net charge 0.

Cell vectors (angstrom)
a  11.6015  0  0
b  0  13.3963  0
c  0  0  40.7692

Atoms and the computed forces on them: element, x, y, z (angstrom), force x, y, z (eV/angstrom)
Si  0  2.2327  1.1851  -0.0054  0.0178  0.0119
Si  3.8672  2.2327  1.1851  -0.0166  -0.0004  -0.0003
Si  7.7343  2.2327  1.1851  -0.0058  0.0147  -0.0155
Si  1.9336  5.5818  1.1851  0.0114  0.0208  0.0352
Si  5.8008  5.5818  1.1851  -0.007  0.0162  0.0289
Si  9.6679  5.5818  1.1851  -0.0186  0.0418  0.0375
Si  0  8.9308  1.1851  -0.0179  -0.004  -0.0339
Si  3.8672  8.9308  1.1851  0.0053  -0.0031  -0.0061
Si  7.7343  8.9308  1.1851  -0.0044  -0.0156  0.0006
Si  1.9336  12.2799  1.1851  -0.0102  -0.0117  0.0078
Si  5.8008  12.2799  1.1851  -0.0115  -0.0352  -0.0112
Si  9.6679  12.2799  1.1851  -0.0044  -0.0091  0.0024
Si  1.9336  1.1164  1.9745  0.0626  0.003  -0.0099
Si  5.8008  1.1164  1.9745  0.0315  0.0191  -0.0115
Si  9.6679  1.1164  1.9745  -0.0129  -0.0194  -0.0082
Si  0  4.4654  1.9745  0.0349  -0.0711  -0.0273
Si  3.8672  4.4654  1.9745  0.0406  -0.0398  -0.0111
Si  7.7343  4.4654  1.9745  0.0049  -0.0802  -0.0093
Si  1.9336  7.8145  1.9745  -0.0159  0.0066  -0.0164
Si  5.8008  7.8145  1.9745  -0.0344  0.0609  0.0091
Si  9.6679  7.8145  1.9745  0.0521  0.0115  0.0081
Si  0  11.1635  1.9745  0.0254  -0.0328  -0.0014
Si  3.8672  11.1635  1.9745  0.0468  0.0339  0.0116
Si  7.7343  11.1635  1.9745  -0.0092  0.0221  0.0016
Si  1.9336  1.1164  4.3426  0.1793  0.0502  -0.021
Si  5.8008  1.1164  4.3426  0.0961  0.0906  0.0862
Si  9.6679  1.1164  4.3426  -0.0086  0.0001  -0.0433
Si  0  4.4654  4.3426  0.1061  -0.1487  0.0974
Si  3.8672  4.4654  4.3426  0.1117  -0.0946  0.1697
Si  7.7343  4.4654  4.3426  0.0248  -0.1475  0.1382
Si  1.9336  7.8145  4.3426  -0.0078  -0.0322  0.0156
Si  5.8008  7.8145  4.3426  -0.089  0.1602  -0.205
Si  9.6679  7.8145  4.3426  0.0888  0.0003  -0.2675
Si  0  11.1635  4.3426  0.0747  -0.0552  -0.0919
Si  3.8672  11.1635  4.3426  0.1456  0.1013  -0.034
Si  7.7343  11.1635  4.3426  -0.0383  0.0622  -0.0249
Si  0  0  36.4286  -0.1397  -0.1092  0.1851
Si  3.8672  0  36.4286  -0.0368  -0.1675  0.2129
Si  7.7343  0  36.4286  -0.1112  -0.0479  0.367
Si  1.9336  3.3491  36.4286  -0.0124  0.116  -0.1272
Si  5.8008  3.3491  36.4286  -0.0462  0.1273  -0.0122
Si  9.6679  3.3491  36.4286  -0.1354  0.1021  -0.0418
Si  0  6.6981  36.4286  0.0438  0.058  0.0224
Si  3.8672  6.6981  36.4286  0.2558  0.24  -0.1904
Si  7.7343  6.6981  36.4286  -0.2407  0.0488  -0.2911
Si  1.9336  10.0472  36.4286  -0.1696  -0.1064  -0.0453
Si  5.8008  10.0472  36.4286  -0.0434  -0.1658  -0.1324
Si  9.6679  10.0472  36.4286  -0.0155  -0.0673  0.0215
Si  0  0  38.7968  -0.041  -0.0283  -0.0002
Si  3.8672  0  38.7968  -0.0078  -0.0605  0.0023
Si  7.7343  0  38.7968  -0.0397  -0.0101  -0.0078
Si  1.9336  3.3491  38.7968  0.0008  0.0405  0.019
Si  5.8008  3.3491  38.7968  -0.0159  0.046  0.0029
Si  9.6679  3.3491  38.7968  -0.0452  0.0511  0.006
Si  0  6.6981  38.7968  0.0288  0.055  0.005
Si  3.8672  6.6981  38.7968  0.0955  0.0997  0.0204
Si  7.7343  6.6981  38.7968  -0.0908  0.0299  0.0179
Si  1.9336  10.0472  38.7968  -0.0717  -0.0309  -0.0061
Si  5.8008  10.0472  38.7968  -0.0222  -0.0507  0.0068
Si  9.6679  10.0472  38.7968  0.0014  -0.0183  -0.0024
Si  0  2.2327  39.5862  0.0027  -0.0237  -0.0263
Si  3.8672  2.2327  39.5862  0.0204  -0.0059  -0.0214
Si  7.7343  2.2327  39.5862  0.0032  -0.0253  0.0008
Si  1.9336  5.5818  39.5862  -0.0119  -0.0168  -0.0433
Si  5.8008  5.5818  39.5862  0.0012  -0.0107  0.0106
Si  9.6679  5.5818  39.5862  0.0159  -0.0373  -0.0395
Si  0  8.9308  39.5862  0.017  0.002  0.0325
Si  3.8672  8.9308  39.5862  -0.0079  -0.003  0.0077
Si  7.7343  8.9308  39.5862  0.0107  0.0191  -0.0058
Si  1.9336  12.2799  39.5862  0.0106  0.0153  -0.0021
Si  5.8008  12.2799  39.5862  0.0165  0.0383  0.0198
Si  9.6679  12.2799  39.5862  0.0028  0.0109  0.0123
Si  -0.2252  -0.0812  29.43  0.0046  -0.0019  -0.0014
Si  3.6007  0.1196  29.5831  0.0062  -0.0032  -0.0111
Si  5.4662  -1.1462  30.3009  0.0014  -0.0082  -0.0004
Si  1.576  3.1131  29.4501  0.0005  0.0039  -0.002
Si  5.4836  3.3137  29.4236  0.0058  -0.0018  -0.0154
Si  9.4453  3.0055  29.5295  -0.0104  -0.0001  0.0029
Si  -0.235  6.666  29.3105  0.0015  0.0002  -0.0028
Si  3.6203  6.6821  29.2015  -0.0019  0.0091  -0.0088
Si  7.6899  5.9503  28.6648  -0.0074  -0.0033  0.0023
Si  1.359  10.0554  29.1618  0.0075  0.0031  -0.021
Si  5.1194  10.3414  28.9812  -0.0034  0.0096  0.0025
Si  9.0867  9.8021  30.2498  -0.0067  0.0017  0.0025
Si  -0.2652  2.0398  30.4359  0.0048  0.0011  0.0041
Si  3.5845  2.2915  30.3749  0.0003  0.0003  0.0091
Si  7.3966  2.0932  30.1481  0.0077  0.0059  0.0076
Si  1.7173  5.4747  29.9987  -0.0017  -0.0012  0.0047
Si  5.6516  5.6055  29.9191  0.006  -0.0007  0.0008
Si  9.5275  5.3307  29.9986  -0.0025  0.0042  0.0038
Si  -0.3511  8.8489  30.2389  -0.0022  -0.0017  0.0093
Si  3.3828  8.9604  29.86  0.0039  0.0003  0.0043
Si  7.8644  9.064  28.4582  0.0012  -0.0031  0.0002
Si  1.6969  12.2037  30.1348  -0.0065  0.0007  0.0082
Si  7.2751  13.2634  29.261  -0.0043  -0.0012  -0.0032
Si  9.3238  12.1999  30.0508  -0.0046  -0.0031  0.0071
Si  -0.0696  2.2286  32.711  -0.0003  0.0019  0.0015
Si  3.7886  2.2916  32.6723  -0.0005  -0.0016  -0.0008
Si  7.6123  2.1933  32.509  -0.0009  -0.0007  -0.0069
Si  1.854  5.5608  32.4045  -0.001  0.0003  -0.0028
Si  5.7722  5.6533  32.3304  -0.0026  -0.0027  -0.0039
Si  9.5662  5.5574  32.3996  0.001  -0.0009  -0.0023
Si  0.0172  8.8964  32.5537  -0.0036  0.0024  -0.0048
Si  3.81  8.9697  32.283  -0.0029  -0.0004  -0.0047
Si  7.9156  9.085  32.3298  0  -0.0013  -0.0041
Si  1.845  12.2572  32.5048  -0.0034  0.0013  -0.0018
Si  5.6925  12.2528  32.6137  -0.0008  0.0004  -0.0007
Si  9.5656  12.3692  32.4492  0.0015  -0.005  -0.0058
Si  1.8814  1.0932  33.3575  0.0002  -0.0034  0.0013
Si  5.715  1.1039  33.3475  -0.0007  -0.0015  0.0036
Si  9.571  1.139  33.3484  -0.0034  0.0024  0.0048
Si  -0.0754  4.5066  33.2765  -0.0003  -0.0001  0.0018
Si  3.8342  4.5658  33.2662  0.0017  0.0034  0.0022
Si  7.6416  4.465  33.2214  -0.0003  -0.0018  0.0032
Si  1.9717  7.7914  33.2339  0.0057  -0.0019  0.0049
Si  5.8571  7.9238  33.0293  -0.0008  0.0019  0.0028
Si  9.6631  7.7912  33.2794  0.0021  -0.0013  0.0003
Si  -0.1069  11.1696  33.2575  -0.0003  0.0016  0.0008
Si  3.763  11.1183  33.293  0.0013  -0.001  0.0071
Si  7.7024  11.2101  33.3188  -0.0027  0.0045  0.0038
Si  1.9302  1.1045  35.6893  0.0006  -0.0001  0.0041
Si  5.7942  1.1143  35.6829  -0.001  0.0006  0.003
Si  9.6501  1.1129  35.6843  0.0007  -0.0004  0.0033
Si  -0.0099  4.4769  35.642  -0.0003  0.001  0.0039
Si  3.8665  4.4886  35.6371  0.0005  0.0008  0.0028
Si  7.7227  4.4663  35.612  -0.0001  -0.0001  0.0018
Si  1.943  7.805  35.6205  -0.0001  -0.0015  0.0017
Si  5.8119  7.8366  35.52  0.0033  0.0012  0.004
Si  9.6641  7.8009  35.6441  0.002  -0.0009  0.0047
Si  -0.0142  11.1664  35.63  0.0001  -0.0012  0.0028
Si  3.8536  11.1489  35.6517  -0.0014  -0.0008  0.0021
Si  7.7313  11.168  35.6663  0.0026  -0.0009  0.004
Si  0.0094  -0.0006  5.0966  -0.0001  0.0001  -0.002
Si  3.8813  0.0067  5.1457  0.0008  0.0002  -0.0003
Si  7.7387  0.0017  5.1454  0  -0.0001  -0.0013
Si  1.9487  3.3412  5.1607  -0.0013  0.0002  -0.0011
Si  5.8078  3.3465  5.1825  0  0.0012  -0.0024
Si  9.6792  3.3382  5.1475  -0.0003  -0.0003  -0.0006
Si  -0.0075  6.6859  5.1228  -0.0002  -0.0015  -0.0028
Si  3.874  6.7002  5.1181  -0.0007  -0.0002  -0.0026
Si  7.7317  6.7098  5.0654  -0.0026  0.0008  -0.0035
Si  1.95  10.0515  5.1152  0.0004  0.0013  -0.0019
Si  5.805  10.0537  5.143  -0.0004  0.0019  -0.002
Si  9.6666  10.0442  5.1029  0.0001  0.0015  -0.0026
Si  0.091  -0.0006  7.4385  -0.0009  0.0012  -0.0003
Si  3.9719  0.0209  7.5254  0.0007  0.0027  -0.001
Si  7.8063  0.0007  7.524  0.0025  0.0023  -0.001
Si  2.039  3.3185  7.5529  0.0004  -0.0073  -0.0022
Si  5.8917  3.3491  7.5915  -0.0022  -0.0055  -0.0016
Si  9.7523  3.3023  7.5274  -0.0004  -0.0059  -0.0007
Si  0.0115  6.6492  7.4807  -0.0007  0.003  0.0021
Si  3.9054  6.7043  7.4752  -0.0019  0.002  -0.002
Si  7.757  6.7091  7.3884  -0.0005  0.002  0.0022
Si  2.03  10.0532  7.4706  0.0037  0.0025  -0.0001
Si  5.8658  10.0627  7.5188  0.0032  0.0006  0.0016
Si  9.7202  10.0386  7.4492  -0.002  -0.0008  -0.0001
Si  0.1175  2.1779  8.3166  0.0005  0.0001  0.0004
Si  3.9789  2.2167  8.4361  -0.0024  -0.001  0.0067
Si  7.8417  2.211  8.3843  0.0042  -0.0007  0.0088
Si  1.9841  5.5805  8.2353  0  0.0012  0.0025
Si  5.8551  5.6305  8.2655  0.0039  -0.0006  0.0058
Si  9.6266  5.5517  8.2196  -0.0021  -0.0017  0.0053
Si  0.0795  8.9113  8.1247  -0.0017  -0.001  0.0062
Si  3.9491  8.9201  8.2975  -0.0039  -0.0005  0.0057
Si  7.7966  8.9212  8.2673  -0.0016  0.0005  0.0065
Si  2.028  12.3039  8.2458  0.0003  -0.0035  0.0022
Si  5.8936  12.2908  8.3674  -0.0021  -0.0025  0.0035
Si  9.7794  12.2701  8.2095  0.0007  -0.0006  -0.0032
Si  0.2441  1.8478  10.6628  0.0055  -0.0136  -0.0086
Si  4.1014  2.0206  10.8576  0.0008  0.0055  -0.0026
Si  8.0328  2.0071  10.768  -0.0023  0.0003  -0.0056
Si  1.8654  5.7493  10.5716  -0.0074  -0.0024  -0.003
Si  6.4112  5.8455  10.558  -0.0011  0.011  -0.0048
Si  8.8123  5.5993  10.4322  -0.0134  0.0039  -0.0106
Si  0.1811  8.96  10.4244  0.0028  0  -0.0049
Si  3.9928  8.8875  10.6742  0.0011  -0.001  -0.0058
Si  7.7969  9.0105  10.6383  0.0073  -0.0005  -0.007
Si  2.1525  12.2582  10.599  -0.0075  0.001  -0.0057
Si  5.9881  12.2716  10.773  0.0024  0.0051  -0.0052
Si  7.9617  11.1829  11.3629  -0.0002  -0.0006  0.004
Si  2.2045  0.9347  11.6945  0.0022  0.0052  0.0115
Si  6.0924  1.048  11.6858  -0.0046  0.0064  0.009
Si  9.9164  0.7781  11.4201  -0.0015  0.0113  0.0048
Si  -0.227  3.7994  11.774  -0.007  0.0035  0.0179
Si  4.2797  4.0505  11.9293  -0.0013  -0.0116  -0.0002
Si  8.961  3.8296  11.889  0.0122  -0.0111  0.0079
Si  1.999  7.8966  11.3987  -0.0054  0.0031  0.0048
Si  5.9373  7.9008  11.5642  -0.0008  -0.001  0.0133
Si  9.8514  8.2398  11.4665  -0.0055  -0.006  0.0038
Si  0.282  11.0683  11.2729  0.0021  -0.0057  0.0023
Si  4.0215  11.1131  11.394  -0.0025  0.0001  0.0091
Si  9.9108  12.0815  10.5353  0.0008  0.0009  -0.0014
O  3.7618  11.1349  13.0426  0.0013  -0.0014  -0.005
O  10.1131  8.6311  13.0587  0.0003  0.0016  -0.0075
O  5.9511  7.904  13.2375  0.003  0.0008  -0.0171
O  8.1792  4.2101  13.3104  0.0013  -0.0025  -0.0081
O  0.6678  3.683  13.1393  -0.0007  -0.0082  -0.0073
O  6.2434  1.1872  13.3556  0.0013  -0.0038  -0.0118
O  9.9214  0.8408  13.0968  -0.0005  -0.0016  0.0017
O  0.4474  10.748  12.8888  -0.0008  0.0003  0.0007
O  4.1804  4.0109  13.5584  0.0014  0.0038  -0.0086
O  2.3234  0.8763  13.3786  0.0008  0.0017  -0.0195
O  8.3099  11.2596  12.9982  -0.0015  -0.0005  -0.0056
O  1.8772  7.8761  13.0605  -0.0015  0.0058  -0.0112
O  8.1794  9.9359  27.0948  0.0014  -0.0011  0.0027
O  1.0654  10.1934  27.5189  -0.006  -0.0039  0.017
O  5.1216  11.0087  27.4542  -0.0019  -0.0024  0.0044
O  11.3674  6.9298  27.643  -0.0006  -0.0018  0.0102
O  7.7408  5.0575  27.2555  0.0004  0.0014  0.0065
O  6.797  13.1452  27.6408  0.004  0.0037  0.007
O  7.9977  7.4752  28.1596  0.0009  0.0005  0.0028
O  0.1284  0.209  27.8118  -0.0036  -0.0018  0.0055
O  9.5578  2.4592  27.9502  0.0014  0  0.0034
O  3.5185  6.7653  27.541  -0.0029  -0.0098  0.0024
O  1.5052  2.5882  27.85  0.0008  0.0029  0.0015
O  3.7708  0.6135  28.0065  -0.0017  -0.0027  0.0122
Si  5.4567  8.0311  17.6083  0.002  -0.002  -0.0001
Si  2.0258  4.6185  19.9292  -0.0002  -0.003  0.0017
Si  3.6491  0.7841  26.3936  -0.0005  0.0029  -0.0047
Si  8.285  8.7137  18.9971  -0.0005  -0.0004  0.0006
Si  7.8009  4.4964  25.7057  -0.0007  0.0053  0.0018
Si  3.0564  5.9748  26.1923  0.0115  -0.0058  -0.0004
Si  -0.0603  5.8256  26.4428  0.0014  0.0033  -0.0063
Si  1.1531  9.0748  16.5031  0  0.0013  -0.0041
Si  9.1131  2.938  18.8075  -0.0005  -0.0022  0.0007
Si  10.4015  0.3257  14.5652  0  -0.0039  0.0003
Si  7.9189  5.3816  14.403  0.0031  0.0008  0.0039
Si  8.472  -0.3206  21.7995  -0.0012  0.0019  0.0007
Si  8.9799  9.5568  25.7101  0.0028  0.0017  -0.0028
Si  0.5216  -1.1333  19.3731  0.0002  0.0003  -0.0006
Si  2.3486  7.1066  14.4116  -0.0017  -0.0035  0.0019
Si  0.336  11.2017  14.4295  -0.0024  -0.0011  -0.0009
Si  5.0345  3.4796  26.2205  -0.0128  0.005  0.0072
Si  10.068  4.4813  16.4827  0.0018  -0.002  -0.0055
Si  4.0647  5.1015  17.7853  -0.0004  -0.0027  0.0017
Si  10.485  7.3419  17.1451  -0.0058  -0.0009  -0.0032
Si  3.844  3.5365  15.079  -0.0035  -0.0013  0.0043
Si  5.5046  7.0846  14.5918  0.0037  -0.0031  0.0026
Si  13.9008  8.1018  24.2407  -0.0002  -0.0011  -0.0006
Si  1.0824  7.2435  21.4483  -0.0003  -0.0033  -0.0018
Si  1.7296  0.3796  14.8424  -0.0044  -0.0019  0.0032
Si  9.3686  6.8331  24.5712  0.0012  0.0002  -0.0037
Si  0.8493  1.3845  26.9212  0.0007  0.0002  -0.0021
Si  4.639  11.3565  14.389  0.0005  -0.0016  0.0062
Si  7.037  11.1621  23.9617  0.0013  0.0002  -0.0022
Si  -0.1485  0.4146  22.1017  -0.0007  0.0017  -0.0017
Si  5.6256  0.9242  14.857  -0.001  -0.0028  0.0015
Si  9.4803  7.333  21.5334  -0.0004  -0.0025  -0.0031
Si  2.8407  13.5309  17.7333  -0.0009  0.001  0.0002
Si  7.6657  10.7336  14.3945  -0.0057  -0.0028  0.0041
Si  13.5623  10.1453  21.1113  0.0009  -0.0017  -0.0001
Si  8.0732  13.1985  16.3299  0.0037  -0.0006  -0.0002
Si  0.5607  10.0558  25.9654  -0.0008  0.0013  0.0002
Si  3.6162  10.5709  17.2078  0.0009  -0.0004  -0.0021
Si  4.0229  10.5091  23.0302  -0.0029  -0.0007  0.0005
Si  10.1621  3.0554  26.5646  -0.0009  -0.0047  -0.0063
Si  13.1538  11.771  23.5982  0.0011  0.0007  -0.0013
Si  9.0954  11.7872  18.9211  0.0009  -0.0018  0.0025
Si  6.978  2.1638  20.5468  -0.001  0.0013  -0.0001
Si  -2.9222  4.5166  21.0112  0.0004  -0.0007  0.0005
Si  9.2782  8.1158  14.3543  -0.0021  -0.0061  0.0042
Si  4.1839  2.6336  19.4309  -0.0007  0  0.0023
Si  -0.486  3.0259  20.8547  0.0003  0.0002  -0.0008
Si  5.8235  12.2567  26.6353  -0.0009  -0.0011  0.0004
Si  1.0033  4.1983  14.6311  -0.0043  -0.0017  0.0057
O  0.1433  -0.2786  20.6791  -0.0008  -0.0013  0.003
O  12.7279  10.6291  22.4653  0.0008  -0.001  0.002
O  2.2231  3.2613  15.1921  0.0008  0.0017  0.0021
O  11.2347  4.0201  15.4664  -0.0013  0.0009  0.0039
O  8.4562  10.304  18.6755  -0.0002  -0.001  0.0008
O  2.1252  8.0514  15.7044  -0.0004  0.0028  0.0062
O  2.0547  0.7468  26.0125  -0.0007  -0.0007  -0.0003
O  4.5814  12.9767  25.8479  -0.0004  0.0007  0.0008
O  0.8362  -0.2068  23.2409  0.0003  -0.0006  0.0014
O  1.0787  11.3288  25.0882  -0.0023  -0.0045  0.0063
O  8.9571  7.9441  25.6599  -0.0021  0.0042  0.0011
O  8.9364  3.3193  25.5344  0.0011  -0.005  -0.0002
O  4.7546  12.9447  14.7342  -0.0006  0.0001  0.003
O  6.3348  5.6624  14.6819  -0.0042  0.0007  0.0028
O  2.5361  5.1163  18.4353  0.0007  0.0003  0.0004
O  10.2331  7.6266  15.5604  -0.0039  0.0007  0.007
O  3.5783  10.3183  21.4427  0.0007  -0.0004  0.0013
O  4.1051  4.7021  16.2019  -0.0001  -0.0026  0.001
O  3.0693  3.4141  20.3705  0.0002  0.0001  -0.0014
O  10.7267  11.7432  18.6819  -0.0014  -0.0004  0.0012
O  11.0655  7.0846  21.1473  -0.0004  -0.0003  0.0019
O  9.2542  7.8255  18.0556  0.0069  -0.0034  -0.004
O  1.4693  5.7548  14.6061  -0.0003  0.0004  0.004
O  8.3922  12.8649  17.8983  -0.0023  0.0018  -0.0041
O  6.7312  0.6958  16.0461  -0.0019  0.0002  0.0003
O  2.068  10.086  17.3799  -0.0009  -0.0014  0.0015
O  1.6098  -4.7915  20.7135  -0.0003  -0.0009  0.002
O  8.774  12.2196  20.4514  0.0004  -0.0006  0.0005
O  6.3628  3.8311  25.3344  -0.0094  -0.0019  0.001
O  3.2003  11.8495  23.5454  -0.0008  0.0001  0.0013
O  13.1027  11.0549  19.8562  -0.0004  -0.0004  0
O  1.6137  12.1416  14.8085  0.0003  -0.001  0.0024
O  3.9946  4.6898  26.0012  0.0037  0.0023  0.0151
O  10.5296  10.0654  25.8394  -0.0009  -0.0019  0.0006
O  8.4746  6.8019  13.8482  0.0029  0.005  0.0019
O  3.55  1.3686  18.5726  -0.0004  -0.0023  -0.0006
O  9.4697  7.6158  23.1412  -0.0001  -0.0007  0.0049
O  0.2238  1.0168  14.9737  0.0001  0.0002  0.0027
O  11.8153  8.2088  17.5216  -0.0006  0.0001  0.0017
O  3.7374  12.123  17.7859  0  -0.0015  0.0012
O  5.78  7.9179  15.9887  -0.0005  -0.0006  -0.0003
O  3.9522  10.5791  15.6207  0.0032  0.0015  0.0001
O  4.2878  2.1281  25.7372  0.0033  0.0089  0.0054
O  2.5969  0.669  16.1984  0.0014  0.0012  0.0012
O  9.2854  0.6799  15.6826  -0.0015  -0.0026  0.0026
O  10.5861  12.0958  14.5948  0.0011  0.0016  0.0018
O  7.6948  2.1514  19.0483  -0.0001  -0.001  0.0015
O  12.8246  8.6972  25.3277  -0.0004  0.002  0.0026
O  5.6296  10.5812  23.3099  0.0002  -0.0011  0.0007
O  3.3997  9.2146  23.8065  0.0012  -0.0006  0.0016
O  8.2156  5.6681  24.6329  0.0005  -0.0007  0.0006
O  7.4946  0.9264  21.4506  0.0006  -0.0031  0.0018
O  1.3577  13.2023  18.3399  0.0011  -0.0009  0.0011
O  8.6822  4.966  15.7734  0.0013  -0.0018  0.0029
O  6.0718  10.6459  14.123  0.0037  0.0022  -0.0015
O  9.8759  0.188  22.4753  0.0011  -0.0012  0.0009
O  6.7726  11.8653  25.3906  -0.0027  0.0016  0.005
O  0.2593  9.9393  15.442  0.0003  0.0007  -0.0003
O  3.9308  6.7725  14.3626  0.0021  -0.004  0.0009
O  4.8404  3.841  18.5139  -0.0014  0.0005  -0.001
O  10.8333  6.2435  25.0308  -0.0005  0.0002  0.0011
O  -1.3689  2.1764  19.7475  0.0005  -0.0003  0.0006
O  8.768  8.4615  20.5662  -0.0001  -0.0008  0.0001
O  8.279  9.298  14.8505  0.0003  -0.0006  -0.0004
O  10.8373  4.4728  26.9957  0.0013  0.004  0.0072
O  3.2274  6.9557  24.9201  0.0004  -0.0078  0.0094
O  1.9098  5.9384  20.8961  -0.0007  0.0013  0.0016
O  10.0706  3.9705  21.7059  -0.0006  -0.0009  0.0007
O  4.7387  2.2017  15.3495  0.0012  -0.0013  0.0025
O  13.1088  5.4873  26.2407  0.0036  -0.0006  0.0012
O  5.3679  2.0365  20.3756  -0.0009  -0.0009  -0.0017
O  10.6698  5.7312  17.3596  -0.0019  0.0037  0.0006
O  8.9068  4.4604  19.3874  0.0005  0.0006  0.0004
O  8.4696  6.0537  21.4052  0.0011  0.0006  0.0019
O  7.677  12.1602  22.8689  -0.0005  -0.0016  0.0018
O  4.5681  9.4022  17.8799  -0.002  0.0017  0.0002
O  9.6649  3.1285  17.3075  0.0014  0.0022  -0.0008
O  -4.2089  3.557  21.3372  0.0007  0.0006  0
O  6.7694  8.2236  18.5855  -0.0006  -0.0005  0.0008
O  7.9146  11.7541  15.616  -0.0008  -0.0008  0.0022
O  0.2017  2.0053  21.9203  0.0002  -0.0021  0.0013
O  8.1959  10.0685  24.3629  0.0008  -0.0008  0.0039
O  0.557  3.9167  19.9761  0  -0.0005  0.0014
O  11.293  2.0432  25.955  0.0004  -0.0013  0.0014
O  1.4308  7.4312  23.0316  0.0005  -0.0006  0.0021
O  4.726  6.5938  18.0106  0  0.0014  0.0008
O  -16.8867  9.2239  28.9666  0.0021  0.0011  0.0017
O  -1.8564  -20.1831  11.3675  0.0065  0.0041  0.0075
O  -40.6456  -35.5584  11.5075  -0.0005  0.0049  0.0044
O  49.5121  -8.3564  11.3833  0.0059  -0.0035  0.0056
O  5.4528  3.2534  27.7697  -0.0043  0.0019  -0.0032
O  -69.2097  31.8759  10.9379  0.0068  0.0064  -0.0066

Results
free energy: -219172.352 eV
free energy less fixed offsets of O -568.88, Si -635.61 eV per atom: -0.262 eV

The program warned: the cutoff lies below the one the program advises for these potential files; the forces do not sum to zero within the program's tolerance; the exchange-correlation potential is rough where the density is thin.
